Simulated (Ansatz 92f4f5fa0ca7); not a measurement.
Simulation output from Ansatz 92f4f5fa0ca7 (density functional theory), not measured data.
Periodic cell of 360 atoms, Si240O120, from a study of silicon, its oxide and their interface. The atomic structure is a simulated model.
Doubt: the cutoff is far below the 930 eV that the study's wrapper takes by default for these files, so forces and energies are approximate.
This geometry differs little from another in the collection (a relaxation step or a small displacement).

Settings
functional: PBE
potential files: Ansatz PAW
basis: plane waves
wave-function cutoff: 580 eV
density cutoff ratio: 5
exchange-correlation grid ratio: 1
k mesh: 1 x 1 x 1, Gamma-centred
self-consistency stop: 5e-08 eV per atom in the density residual
occupations: fixed
spin: none
net charge: 0

Cell vectors (angstrom)
a, 11.6015, 0, 0
b, 0, 13.3963, 0
c, 0, 0, 41.2546

Atoms and the computed forces on them: element, x, y, z (angstrom), force x, y, z (eV/angstrom)
Si, 0, 2.2327, 1.1851, 0.0101, -0.0013, 0.0054
Si, 3.8672, 2.2327, 1.1851, -0.0286, 0.032, 0.0061
Si, 7.7343, 2.2327, 1.1851, -0.0145, 0.0597, -0.0634
Si, 1.9336, 5.5818, 1.1851, 0.0369, 0.0036, 0.0182
Si, 5.8008, 5.5818, 1.1851, 0.0046, 0.0218, 0.0312
Si, 9.6679, 5.5818, 1.1851, -0.0283, 0.0148, 0.0009
Si, 0, 8.9308, 1.1851, -0.0204, -0.0569, -0.0505
Si, 3.8672, 8.9308, 1.1851, 0.0131, -0.0159, -0.0417
Si, 7.7343, 8.9308, 1.1851, 0.0369, -0.0313, 0.0022
Si, 1.9336, 12.2799, 1.1851, 0.0016, 0.0038, 0.0272
Si, 5.8008, 12.2799, 1.1851, -0.0162, -0.0833, 0.1363
Si, 9.6679, 12.2799, 1.1851, -0.0136, 0.0168, 0.0215
Si, 1.9336, 1.1164, 1.9745, -0.0149, -0.0004, -0.0099
Si, 5.8008, 1.1164, 1.9745, 0.1023, 0.2554, -0.0343
Si, 9.6679, 1.1164, 1.9745, 0.0607, -0.0463, -0.0257
Si, 0, 4.4654, 1.9745, -0.0513, -0.0964, -0.0586
Si, 3.8672, 4.4654, 1.9745, -0.1395, -0.0387, 0.0182
Si, 7.7343, 4.4654, 1.9745, 0.1116, -0.1687, 0.0082
Si, 1.9336, 7.8145, 1.9745, -0.0314, 0.0968, -0.0028
Si, 5.8008, 7.8145, 1.9745, -0.0789, -0.0112, -0.0068
Si, 9.6679, 7.8145, 1.9745, 0.077, 0.0925, 0.0218
Si, 0, 11.1635, 1.9745, 0.0349, -0.0227, -0.028
Si, 3.8672, 11.1635, 1.9745, -0.0865, -0.0559, -0.0025
Si, 7.7343, 11.1635, 1.9745, 0.0657, -0.0094, 0.0021
Si, 1.9336, 1.1164, 4.3426, -0.1137, -0.0011, 0.2174
Si, 5.8008, 1.1164, 4.3426, 0.2544, 0.5587, 0.6332
Si, 9.6679, 1.1164, 4.3426, 0.1812, -0.0771, 0.2838
Si, 0, 4.4654, 4.3426, -0.1071, -0.3825, 0.3387
Si, 3.8672, 4.4654, 4.3426, -0.2789, 0.0465, -0.2463
Si, 7.7343, 4.4654, 4.3426, 0.1988, -0.2242, -0.5869
Si, 1.9336, 7.8145, 4.3426, -0.0745, 0.2841, -0.1843
Si, 5.8008, 7.8145, 4.3426, -0.2038, -0.153, -0.3059
Si, 9.6679, 7.8145, 4.3426, 0.2533, 0.2553, -0.4571
Si, 0, 11.1635, 4.3426, 0.1361, -0.0553, 0.5824
Si, 3.8672, 11.1635, 4.3426, -0.2147, -0.1833, 0.039
Si, 7.7343, 11.1635, 4.3426, 0.1783, -0.0227, 0.1116
Si, 0, 0, 36.9141, -0.1893, -0.2992, -0.1664
Si, 3.8672, 0, 36.9141, 0.0677, -0.0346, 0.18
Si, 7.7343, 0, 36.9141, -0.1303, -0.2271, 0.1894
Si, 1.9336, 3.3491, 36.9141, 0.1602, 0.2608, -0.0177
Si, 5.8008, 3.3491, 36.9141, -0.163, 0.0363, 0.2074
Si, 9.6679, 3.3491, 36.9141, 0.0148, 0.064, 0.0691
Si, 0, 6.6981, 36.9141, 0.2241, 0.1885, -0.2373
Si, 3.8672, 6.6981, 36.9141, -0.0938, 0.051, -0.2168
Si, 7.7343, 6.6981, 36.9141, -0.1769, 0.0199, -0.0772
Si, 1.9336, 10.0472, 36.9141, -0.187, -0.1753, -0.1017
Si, 5.8008, 10.0472, 36.9141, 0.2906, 0.024, -0.0272
Si, 9.6679, 10.0472, 36.9141, 0.1082, 0.1562, -0.2185
Si, 0, 0, 39.2822, -0.0847, -0.1155, 0.0217
Si, 3.8672, 0, 39.2822, -0.0053, 0.0079, 0.0166
Si, 7.7343, 0, 39.2822, -0.0711, -0.0736, -0.0061
Si, 1.9336, 3.3491, 39.2822, 0.0662, 0.099, 0.0272
Si, 5.8008, 3.3491, 39.2822, -0.0639, 0.0134, -0.003
Si, 9.6679, 3.3491, 39.2822, 0.0271, 0.0232, -0.0022
Si, 0, 6.6981, 39.2822, 0.0801, 0.0673, -0.0059
Si, 3.8672, 6.6981, 39.2822, -0.0397, 0.0276, 0.0136
Si, 7.7343, 6.6981, 39.2822, -0.0508, 0.0056, 0.0156
Si, 1.9336, 10.0472, 39.2822, -0.0803, -0.0796, -0.0257
Si, 5.8008, 10.0472, 39.2822, 0.1308, -0.019, 0.0204
Si, 9.6679, 10.0472, 39.2822, 0.0679, 0.0517, 0.0069
Si, 0, 2.2327, 40.0716, -0.0098, 0.0139, -0.062
Si, 3.8672, 2.2327, 40.0716, 0.0173, -0.0166, 0.0203
Si, 7.7343, 2.2327, 40.0716, 0.0088, -0.047, -0.0208
Si, 1.9336, 5.5818, 40.0716, -0.0479, -0.0069, 0.0259
Si, 5.8008, 5.5818, 40.0716, 0.0054, -0.0317, 0.005
Si, 9.6679, 5.5818, 40.0716, 0.0273, -0.0185, -0.0311
Si, 0, 8.9308, 40.0716, 0.0179, 0.0263, 0.0373
Si, 3.8672, 8.9308, 40.0716, -0.0145, 0.0033, -0.0297
Si, 7.7343, 8.9308, 40.0716, -0.0345, 0.0172, -0.0017
Si, 1.9336, 12.2799, 40.0716, 0.0114, 0.0022, -0.0429
Si, 5.8008, 12.2799, 40.0716, 0.0171, 0.0558, 0.0076
Si, 9.6679, 12.2799, 40.0716, 0.0096, -0.0047, 0.022
Si, -0.6635, 1.9754, 30.9232, -0.098, 0.1094, 0.1813
Si, 1.3055, 2.918, 30.0704, 0.0867, 0.2054, -0.09
Si, 11.0107, -2.9689, 27.1894, 0.029, -0.0223, -0.1947
Si, -1.686, 3.5794, 27.6433, -0.01, -0.0746, 0.1964
Si, 3.3001, 1.9017, 30.7945, -0.054, -0.1193, 0.1335
Si, 9.6294, -0.7926, 25.2591, -0.1609, -0.0933, -0.0586
Si, 0.8541, 1.9795, 27.9915, 0.0633, 0.4191, 0.2078
Si, 7.4542, 3.1144, 25.6487, 0.1032, 0.0945, 0.1529
Si, 6.9165, 11.6004, 24.6624, 0.1316, -0.1662, -0.0445
Si, -3.1622, 7.9002, 25.7185, -0.1359, -0.1075, -0.0586
Si, 9.2322, 16.6905, 29.8944, -0.0157, 0.0741, 0.0628
Si, 14.9851, 12.6657, 25.5566, 0.0033, -0.0097, 0.1065
Si, 0.7692, 2.2493, 21.9238, 0.152, 0.1607, 0.1843
Si, 5.3789, -1.1888, 30.8058, 0.0063, -0.0792, -0.0275
Si, 4.9297, 4.7454, 26.0545, 0.0175, 0.1374, -0.0083
Si, 4.8956, 5.0385, 29.1878, -0.0001, 0.011, -0.081
Si, 6.7872, 6.1052, 30.5769, 0.0482, -0.1176, 0.0906
Si, 10.3333, -0.3864, 30.6419, -0.2848, 0.1083, 0.1138
Si, 1.9363, 5.2492, 30.49, -0.0266, -0.183, -0.0385
Si, 0.5538, 12.4848, 29.1635, 0.2288, 0.014, -0.2834
Si, 3.0795, 12.9538, 30.9443, 0.0923, 0.3272, -0.0737
Si, 3.3562, 5.6802, 18.7281, -0.2947, 0.0453, -0.0719
Si, 8.83, 8.3373, 22.7279, 0.0694, 0.0838, 0.1159
Si, 15.1949, 16.7264, 20.6318, -0.0663, 0.0401, 0.0321
Si, -0.1346, 2.2545, 33.1691, -0.1536, -0.0767, 0.0357
Si, 3.7814, 2.2602, 33.0625, -0.0239, -0.0036, -0.0066
Si, 7.5709, 2.2226, 32.8842, -0.0518, 0.0374, -0.1039
Si, 1.9936, 5.5719, 32.8747, 0.0134, -0.0719, -0.0918
Si, 5.9435, 5.6921, 32.8576, -0.0594, -0.0022, 0.0234
Si, 9.1942, 5.5134, 30.7648, -0.0284, -0.0303, -0.0014
Si, -0.0517, 8.7672, 32.8558, -0.0717, -0.0878, -0.2318
Si, 3.9283, 9.0613, 32.6916, -0.0609, 0.1159, -0.1159
Si, 7.7407, 8.9417, 32.9123, -0.0176, -0.0265, -0.0905
Si, 4.9541, 16.0282, 29.2928, -0.0253, 0.0096, -0.0534
Si, 5.8226, 12.2711, 33.0844, 0.1215, 0.0231, 0.0992
Si, 9.8493, 12.3568, 32.8977, -0.032, -0.0301, 0.1114
Si, 1.8606, 1.1488, 33.8842, -0.0258, 0.0833, -0.0826
Si, 5.7248, 1.1131, 33.8044, -0.0621, -0.0098, -0.0491
Si, 9.545, 1.1197, 33.8286, 0.0221, 0.0597, 0.0095
Si, 0.0301, 4.5194, 33.7699, -0.0513, 0.0146, -0.0953
Si, 3.9521, 4.5333, 33.6765, 0.0826, -0.0208, -0.0871
Si, 7.6851, 4.4224, 33.8159, 0.1204, 0.0622, -0.022
Si, 2.0016, 7.8489, 33.5697, 0.1078, -0.0276, 0.0318
Si, 5.7803, 7.8961, 33.719, -0.001, 0.0235, -0.0106
Si, 9.626, 7.7982, 33.8003, -0.1029, -0.0458, 0.0529
Si, 0.1163, 11.0975, 33.5842, 0.0562, 0.0666, 0.0348
Si, 3.9306, 11.124, 33.8736, 0.0491, 0.0048, -0.0115
Si, 7.8581, 11.2, 33.6458, -0.0266, -0.0016, -0.0473
Si, 1.9232, 1.1213, 36.2016, -0.0455, 0.028, -0.019
Si, 5.7981, 1.1215, 36.152, 0.0153, 0.0099, -0.0034
Si, 9.6403, 1.1177, 36.1664, -0.1186, -0.0315, 0.029
Si, 0.004, 4.4757, 36.1319, 0.0033, 0.0054, 0.007
Si, 3.886, 4.4795, 36.082, 0.0429, 0.0267, -0.0057
Si, 7.7245, 4.4517, 36.1592, -0.0173, -0.033, 0.0028
Si, 1.9507, 7.8227, 36.0277, -0.0293, 0.0118, 0.0444
Si, 5.7879, 7.8225, 36.1045, -0.0064, 0.0463, -0.0021
Si, 9.6592, 7.8164, 36.1471, 0.0321, -0.0059, 0.0567
Si, 0.016, 11.1472, 36.0325, 0.0724, -0.0693, 0.0427
Si, 3.8692, 11.1491, 36.1902, 0.0241, -0.0429, 0.0448
Si, 7.7544, 11.1667, 36.0626, 0.0495, 0.0225, 0.0223
Si, 0.0194, -0.0093, 5.2131, 0.0177, -0.0022, -0.0242
Si, 3.8861, 0.0052, 5.0832, 0.0441, 0.0153, 0.0334
Si, 7.7453, 0.0041, 5.1528, -0.0097, -0.0331, -0.0093
Si, 1.9327, 3.3356, 5.1909, 0.0132, 0.0137, -0.0134
Si, 5.7978, 3.5046, 5.2193, -0.0058, 0.1403, -0.1816
Si, 9.643, 3.3174, 5.2097, -0.0574, -0.0231, 0.0038
Si, 0.0009, 6.6904, 5.0727, -0.0064, 0.0275, 0.0344
Si, 3.8368, 6.6967, 5.1008, -0.0414, 0.0477, -0.0586
Si, 7.7551, 6.6932, 4.9796, 0.0361, -0.0547, 0.0003
Si, 1.9364, 10.0294, 5.2266, -0.0234, 0.008, -0.0368
Si, 5.7998, 10.042, 5.0771, 0.0024, 0.0389, 0.0177
Si, 9.6719, 10.0304, 5.1721, -0.0121, -0.019, -0.0451
Si, 0.1194, -0.1061, 7.6496, 0.1343, -0.0235, 0.0402
Si, 4.0418, -0.0542, 7.4119, 0.0879, 0.0341, -0.0502
Si, 7.8057, -0.0911, 7.5332, 0.0431, -0.0488, -0.036
Si, 1.892, 3.2518, 7.6107, -0.0461, -0.0484, -0.0159
Si, 5.7768, 5.0469, 7.196, -0.0084, -0.0407, -0.0357
Si, 9.5703, 3.1509, 7.6496, -0.0621, -0.103, 0.0897
Si, -0.019, 6.5957, 7.4025, 0.0423, -0.1022, -0.0535
Si, 3.882, 6.518, 7.4444, 0.0093, -0.0757, 0.0191
Si, 7.6831, 6.4674, 7.2619, -0.0131, -0.0462, -0.1637
Si, 2.0024, 9.9048, 7.6737, 0.0407, -0.0762, -0.0589
Si, 5.817, 9.9124, 7.4071, 0.0314, -0.0149, 0.0726
Si, 9.6826, 9.8762, 7.5647, -0.1095, -0.0972, -0.0338
Si, 3.4558, -0.8629, 10.4259, -0.0633, 0.0641, 0.1462
Si, 3.793, 2.0914, 8.4697, -0.006, -0.0085, -0.0322
Si, 5.0227, -0.8135, 15.3097, -0.0372, 0.0376, 0.1314
Si, 1.8831, 5.5058, 8.3137, 0.0401, 0.0211, 0.0752
Si, 5.7142, 3.4287, 8.7853, -0.0338, 0.0886, 0.1453
Si, 9.616, 5.457, 8.139, 0.0027, 0.1361, 0.1108
Si, 0.0012, 8.7436, 8.3949, -0.0071, 0.1103, 0.1213
Si, 4.0049, 8.7532, 8.3706, 0.0302, -0.0119, -0.0033
Si, 5.8258, 12.2369, 10.6396, 0.0181, 0.0394, 0.0461
Si, 2.2149, 12.2043, 8.3452, -0.0638, 0.0546, -0.0242
Si, 5.9289, 12.1109, 8.2647, 0.0246, -0.0615, -0.138
Si, 9.7529, 12.1251, 8.3571, 0.0073, 0.0842, 0.1804
Si, -3.9552, 1.9824, 8.7058, -0.0244, 0.0837, -0.0013
Si, -0.3373, 2.3378, 10.943, -0.0591, 0.0746, -0.1622
Si, 13.2388, 1.5633, 11.9904, 0.1513, -0.1323, 0.1988
Si, 3.5672, 9.856, 27.3267, 0.1443, -0.1626, -0.0031
Si, 4.9896, 10.2051, 14.4468, 0.0151, 0.2851, -0.3943
Si, 11.1995, 4.6301, 11.499, 0.0604, 0.0119, -0.0249
Si, 4.8127, 13.8385, 20.7857, 0.0112, -0.118, -0.0573
Si, 8.0454, 9.6271, 11.8563, -0.3559, -0.2465, -0.046
Si, 12.7897, 11.8427, 12.1239, 0.158, 0.1625, 0.0463
Si, -1.9911, 18.9042, 22.0072, 0.0967, 0.1318, 0.0664
Si, 7.5687, 14.5144, 15.7671, 0.0198, -0.0483, -0.2932
Si, 5.7659, 10.2697, 12.1246, -0.0626, 0.0584, 0.0659
Si, -1.9948, 5.9585, 10.4175, -0.0245, -0.0237, -0.0605
Si, 3.5869, 1.4978, 10.7354, -0.043, -0.0718, -0.0076
Si, 7.6726, -4.736, 8.1365, -0.0092, -0.1107, -0.109
Si, 3.3563, 7.6217, 14.5638, -0.2595, -0.024, -0.1269
Si, 7.2767, 1.0077, 10.9498, 0.0744, 0.0123, 0.039
Si, 11.3838, 7.6373, 10.5331, -0.1441, 0.3663, 0.1368
Si, -3.9765, 5.0218, 19.7396, 0.118, -0.1112, 0.1075
Si, 6.2041, 7.2347, 18.2394, -0.0839, -0.0003, 0.1947
Si, 15.3128, 6.4698, 11.5278, -0.0318, 0.0694, 0.2164
Si, -4.5312, 8.1446, 10.3371, 0.1446, -0.1112, -0.2153
Si, 4.7472, 12.2162, 18.2779, -0.0371, 0.0483, -0.0827
Si, 7.2484, 5.7599, 13.7347, 0.1145, 0.0199, -0.3628
O, -19.7596, -6.6017, 13.1528, 0.1977, 0.0182, -0.1212
O, -3.0751, -14.9668, 20.0679, -0.0873, 0.0068, 0.027
O, 27.0695, -3.3266, 28.9171, -0.0394, 0.1037, 0.0745
O, 8.8462, 8.6932, 12.9715, 0.0314, 0.0447, 0.0812
O, 8.8617, -0.6469, 29.8528, 0.121, -0.0418, 0.0835
O, -8.0236, -17.5256, 14.3742, 0.1202, -0.0767, 0.1686
O, 20.3642, -6.6625, 22.6135, -0.0315, -0.1049, -0.0436
O, 6.8494, 20.9302, 25.8565, 0.0308, 0.0628, -0.0185
O, 1.2503, -17.3694, 22.0703, 0.0278, 0.0444, 0.003
O, 17.9837, -1.2566, 18.4271, -0.002, 0.001, 0.1091
O, 0.5599, -13.0158, 28.1491, 0.0461, -0.3069, 0.047
O, -5.5644, -7.2149, 22.4967, 0.0619, -0.1356, -0.1134
O, 27.2587, -2.6198, 18.6009, 0.058, -0.0282, 0.0085
O, -5.191, 13.4079, 20.7527, 0.0002, 0.0354, 0.0101
O, 19.3196, -9.8219, 18.9668, -0.0503, 0.0959, 0.0353
O, 2.2033, 21.2166, 24.9074, -0.0848, 0.0613, 0.0624
O, 4.0131, 27.3302, 26.421, -0.1197, 0.0753, 0.0627
O, 16.3124, 8.9517, 26.5833, -0.0139, 0.0705, 0.0246
O, 25.3054, 16.2599, 21.1482, 0.0266, -0.0097, -0.0282
O, -5.182, 12.7856, 25.6594, -0.0234, 0.0919, 0.0202
O, 42.5535, -17.836, 21.6809, -0.0685, -0.0081, -0.1075
O, 6.8244, -23.3118, 22.1917, -0.0925, -0.0085, -0.0615
O, 15.7442, -0.1681, 19.4133, 0.0183, 0.0533, 0.085
O, 25.5339, -25.568, 15.8418, 0.083, -0.0153, -0.0188
Si, -12.8005, 8.3182, 13.3374, -0.0703, 0.0307, -0.0967
Si, 4.739, 8.5091, 10.6522, 0.1818, 0.2394, -0.007
Si, 13.6038, -2.5318, 22.1989, 0.0224, -0.101, -0.1261
Si, 7.3072, -0.0778, 29.735, -0.1643, 0.0984, -0.1982
Si, 7.1779, 2.1682, 30.4192, 0.0346, 0.0743, 0.0687
Si, 14.4974, -6.9018, 24.2239, -0.1485, 0.0486, -0.0086
Si, 10.0337, 12.0266, 10.7472, -0.1246, -0.2258, -0.0454
Si, -5.5372, -8.5895, 21.5641, -0.163, 0.0793, 0.1312
Si, 5.7469, 16.4773, 14.1429, 0.0622, -0.3224, -0.3017
Si, 13.1146, 5.9747, 10.6365, -0.1062, -0.1614, -0.1271
Si, -6.554, -19.3036, 22.6647, -0.1044, -0.0603, 0.1445
Si, 9.6, 9.0277, 28.3761, -0.0312, -0.0328, 0.0401
Si, 8.2609, -23.8613, 22.7441, 0.0375, 0.028, 0.0488
Si, 4.7174, -3.403, 30.3321, 0.0624, -0.0785, -0.0678
Si, 0.7843, 13.1369, 23.8565, -0.1571, -0.0538, -0.1088
Si, -4.2201, 8.4643, 30.5707, -0.047, -0.0154, 0.0779
Si, 22.6715, 4.0478, 16.3329, 0.1264, 0.0599, -0.0536
Si, 13.7161, -1.0411, 33.049, 0.019, -0.0659, 0.05
Si, 1.3861, -18.9905, 19.265, -0.1206, 0.0699, -0.1036
Si, 3.2992, 1.5654, 14.5952, 0.0058, 0.0694, -0.0243
Si, 17.6624, 21.13, 15.8595, 0.1216, 0.0239, -0.0887
Si, 22.9905, -2.4933, 14.5511, -0.1421, 0.1043, 0.1819
Si, 17.1023, 4.619, 10.8761, 0.0622, -0.0629, -0.1129
Si, -7.7893, 2.0515, 27.0599, 0.0396, 0.0048, 0.0786
Si, 10.1344, 0.2483, 14.0556, -0.0525, 0.0453, -0.0689
Si, 21.9294, 1.5558, 20.7638, -0.2486, -0.1146, -0.1893
Si, 17.1481, -10.9549, 11.8573, -0.0075, 0.0373, 0.1073
Si, 17.4557, -4.6163, 25.4591, 0.0008, -0.124, 0.0055
Si, -1.463, -1.4758, 19.9444, 0.0852, -0.1212, -0.1849
Si, -4.2245, 6.055, 11.3309, 0.1364, -0.005, 0.0722
Si, 15.9403, -1.2248, 23.4127, 0.208, -0.0963, -0.2756
Si, 6.9396, -14.7402, 19.9816, -0.0205, 0.013, -0.0512
Si, 18.0499, 9.1591, 20.6941, -0.0759, -0.0155, 0.2139
Si, 10.2727, 5.192, 13.6381, 0.2202, -0.1449, -0.2321
Si, -10.3243, -5.1301, 26.1894, 0.1347, -0.1045, -0.1329
Si, 14.1646, 10.6771, 19.2423, -0.1602, -0.0158, -0.0408
Si, -2.7522, -10.6657, 18.1486, 0.1779, 0.0184, -0.0596
Si, -4.3384, 0.375, 26.6291, 0.0877, -0.0559, -0.0207
Si, 22.4256, -7.4689, 26.2109, -0.0427, -0.046, -0.0975
Si, -0.1778, -4.1387, 21.2861, -0.0066, -0.0935, -0.0155
Si, 0.2476, -1.3822, 17.4818, 0.0127, -0.0051, -0.0347
Si, 0.7336, -12.0965, 16.0923, -0.1953, -0.0587, 0.0332
Si, 11.9222, 4.8548, 23.5369, 0.0512, 0.0994, 0.0933
Si, 11.5589, -11.2638, 8.4988, -0.0306, 0.015, 0.0952
Si, -12.2023, -6.3125, 30.175, -0.0361, -0.3033, -0.205
Si, -10.1667, -6.896, 16.6588, -0.1037, -0.0272, 0.0728
Si, -1.9958, -7.8526, 33.075, 0.024, -0.1447, 0.0823
Si, 9.5818, 0.7632, 11.7718, 0.0064, -0.2099, 0.0773
O, 15.0465, 4.1109, 19.1923, 0.0895, -0.0133, 0.0504
O, -11.6131, -15.3133, 11.0617, -0.0523, 0.0622, -0.0563
O, -14.3643, -13.0669, 26.1661, 0.0371, 0.0014, 0.0636
O, -10.6907, 11.7842, 22.9681, -0.0451, 0.0759, 0.0756
O, -14.5955, -31.0115, 29.6871, -0.0716, -0.07, -0.0635
O, -2.3648, -9.1856, 22.9013, 0.0389, -0.0012, 0.0267
O, 24.1653, -5.7207, 17.6916, 0.0532, -0.016, -0.0152
O, 4.566, -24.7628, 20.6103, 0.0402, -0.0196, -0.0014
O, 11.7624, -21.3113, 16.6704, -0.0139, -0.0337, 0.008
O, -24.2266, 31.8704, 27.5741, 0.0015, -0.0192, 0.0292
O, 8.7383, 16.9779, 26.5204, -0.0856, -0.0241, -0.1107
O, -14.1698, -2.5567, 11.3533, 0.0358, 0.2637, -0.1201
O, -4.62, -0.1684, 28.1237, 0.0519, 0.0541, 0.1377
O, -10.0692, 11.4157, 18.242, 0.045, 0.0051, 0.0471
O, 2.7253, 5.6718, 17.2235, 0.1121, -0.0152, -0.0021
O, 23.2469, -18.7166, 20.1635, 0.0046, 0.0082, 0.0274
O, -6.4519, -18.3554, 21.3554, 0.0916, 0.0598, -0.1266
O, 31.2384, 1.5875, 17.276, -0.0179, 0.0102, 0.0959
O, -13.0116, 24.9058, 26.3015, 0.1225, -0.0178, 0.0756
O, 13.9618, 11.3873, 20.6934, 0.0258, 0.031, 0.0827
O, 6.5007, -13.5156, 15.5855, 0.0273, -0.0265, 0.0702
O, -2.9088, -4.6106, 27.0464, -0.0508, -0.0256, -0.0009
O, 26.6146, -15.506, 26.507, -0.1554, 0.188, -0.0224
O, 1.9099, 7.2026, 15.2478, 0.1234, 0.0784, -0.0766
O, -16.2069, 15.8134, 14.963, -0.0067, 0.0619, 0.1574
O, 35.8679, -2.3296, 13.5477, 0.0509, -0.0839, -0.0275
O, 23.6457, 2.7933, 16.6567, 0.0115, -0.0291, 0.0108
O, 23.642, -15.6302, 28.2161, 0.137, -0.0073, -0.1551
O, 10.4879, -14.9611, 18.3525, -0.05, 0.0278, 0.0965
O, 11.1581, 4.9396, 24.9657, 0.02, -0.004, -0.0093
O, -14.1658, -11.5605, 21.7999, 0.0139, -0.007, -0.0028
O, 25.4637, 6.4787, 19.683, 0.1071, -0.0647, 0.0482
O, -11.2583, -10.0827, 23.0774, 0.0005, -0.0817, -0.0687
O, 0.8285, -20.488, 29.8746, -0.2778, 0.058, 0.1886
O, 12.6885, 13.4458, 12.3993, -0.002, 0.0363, -0.0769
O, -35.083, 8.4864, 11.9862, 0.0587, -0.0825, -0.0883
O, -1.3437, 11.9902, 14.0649, 0.0736, 0.0379, 0.0132
O, -7.423, -13.4827, 22.2092, -0.0061, -0.0199, 0.0444
O, -24.2653, -33.3924, 13.9285, -0.0419, 0.1234, -0.0074
O, 10.5898, -0.0709, 20.6396, 0.0443, 0.1338, 0.073
O, 3.4079, -2.5461, 23.0279, 0.0215, 0.0762, 0.0652
O, -11.9138, -5.0595, 31.228, 0.0469, -0.0005, 0.256
O, -11.4339, 9.4696, 26.0352, -0.169, 0.2355, 0.1862
O, 45.7204, 10.6642, 20.6281, -0.0575, 0.0502, 0.0047
O, -7.1437, 4.4142, 21.5143, 0.004, -0.0246, 0.0275
O, 4.5686, -6.2642, 15.5365, 0.0327, -0.0574, 0.0731
O, -4.8734, 15.3097, 26.5055, -0.0376, -0.0392, 0.054
O, 11.1048, 29.3227, 27.2368, 0.1288, -0.1053, -0.0887
O, -2.9353, 4.9395, 13.8624, -0.1504, 0.0406, 0.0209
O, 3.5138, 7.0003, 22.8122, 0.0609, -0.0003, -0.0535
O, -13.516, -9.6324, 17.1635, -0.143, -0.0605, 0.0643
O, -12.8851, 8.827, 22.3628, 0.0001, 0.0115, 0.0245
O, -32.4621, 15.5239, 13.3915, -0.1029, 0.0012, -0.0775
O, 22.4777, -4.0312, 14.4888, -0.0061, -0.0868, -0.1073
O, -2.4757, 5.2824, 20.4554, -0.0675, -0.0178, -0.0859
O, 20.0944, 11.8763, 24.2904, 0.0529, 0.0559, 0.0394
O, 21.0389, 33.4322, 25.7508, -0.0007, 0.058, 0.0279
O, 6.4436, -22.3964, 25.4805, -0.0683, -0.0147, -0.0361
O, 7.9405, -10.9881, 24.2537, -0.0238, 0.002, -0.0711
O, -17.8478, -4.9752, 23.962, 0.0108, 0.0146, -0.0431
O, -17.1887, 22.479, 29.8985, -0.1069, 0.1144, 0.1913
O, -1.7137, 15.4741, 19.252, -0.0125, -0.0109, 0.0338
O, 38.9651, -13.2187, 14.2868, -0.0479, -0.0478, -0.0555
O, 27.2856, -7.5834, 25.1425, 0.1207, -0.1387, 0.0905
O, 1.8264, 5.3606, 23.8169, 0.0226, -0.0319, -0.0385
O, 3.4041, 18.9903, 29.7507, 0.2628, -0.1691, 0.0808
O, 4.7884, -20.3098, 18.7084, 0.1582, 0.0945, -0.0151
O, -32.7567, -1.0698, 29.8109, -0.1541, 0.0028, -0.0497
O, 10.8947, 17.5336, 14.713, 0.0151, -0.0808, 0.0953
O, 20.5089, 0.6044, 15.0394, -0.0462, 0.0229, 0.0916
O, 29.2311, 4.6959, 14.0501, -0.0336, 0.0305, 0.2422
O, 23.6721, 6.905, 26.5428, 0.0234, 0.0375, 0.0944
O, -12.6391, 7.7524, 28.7483, 0.0507, 0.1034, -0.1329
O, 2.6865, 38.326, 11.5519, -0.0447, 0.0532, -0.0108
O, 4.3011, -0.746, 16.7821, -0.0262, -0.018, 0.1228
O, 29.1218, 11.6908, 23.382, -0.0944, 0.0253, 0.0097
O, 0.3937, 0.2183, 17.2522, 0.0223, 0.0449, 0.0031
O, -0.7679, -13.5295, 24.3821, 0.0764, 0.0279, 0.0445
O, -9.3297, -4.5365, 27.3284, -0.0756, 0.0456, 0.0776
O, 0.1651, 11.1999, 16.0893, 0.0335, -0.0317, -0.1241
O, -7.3957, 3.2849, 26.0534, -0.0364, -0.0863, -0.0719
O, 18.7435, -6.4526, 14.8791, -0.0937, 0.0701, 0.1772
O, 6.0688, -4.0507, 15.4083, -0.1932, -0.1276, 0.0318
O, -0.3915, 5.7273, 22.3183, -0.0896, -0.045, -0.0796
O, 11.4557, 14.3596, 14.7452, 0.0576, -0.038, 0.0205
O, 4.3557, 2.7652, 14.9621, -0.0857, 0.0677, 0.1267
O, -4.9284, -16.6005, 25.429, 0.041, 0.1268, -0.035
O, 25.5509, 9.0905, 19.3843, 0.0785, -0.0058, 0.0472
O, 29.7751, 8.5484, 19.1793, -0.0005, -0.1116, -0.1525
O, -28.604, 10.7576, 20.6356, 0.0228, -0.021, 0.0259
O, 1.1699, 0.9409, 22.8261, 0.0484, -0.0038, 0.0162
O, 2.1795, 2.2692, 27.1007, 0.2052, -0.1962, -0.1469
O, 7.3893, -7.2462, 18.5782, 0.0867, 0.0627, -0.117
O, 16.6082, 5.3988, 27.5631, 0.0397, -0.0927, 0.2103
O, 8.6241, -4.6854, 24.3011, 0.0179, 0.0012, -0.0614
O, 1.8203, -0.3498, 25.1221, 0.086, 0.0081, 0.1626

Results
free energy: -220803.042 eV
free energy less fixed offsets of O -568.88, Si -635.61 eV per atom: 8.958 eV

The program warned: the cutoff lies below the one the program advises for these potential files; the exchange-correlation potential is rough where the density is thin.
